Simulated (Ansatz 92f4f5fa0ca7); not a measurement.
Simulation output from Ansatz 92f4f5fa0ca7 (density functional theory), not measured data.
Periodic cell of 256 atoms, Si144O112, from a study of silicon, its oxide and their interface. The atomic structure is a simulated model.
This geometry differs little from another in the collection (a relaxation step or a small displacement).

Settings: functional r2SCAN; potential files Ansatz PAW; basis plane waves; wave-function cutoff 800 eV; density cutoff ratio 5; exchange-correlation grid ratio 1; k mesh 1 x 1 x 1, shifted by 0.5 0.5 0 of a step; self-consistency stop 1e-10 eV per atom in the density residual; occupations fixed; spin none; net charge 0.

Cell vectors (angstrom)
a 10.888 0 0
b 0 10.888 0
c 0 0 36.3781

Atoms: element, x, y, z (angstrom)
Si -0.1208 0.0975 -0.0825
Si 2.5619 2.9389 0.2905
Si 0.3178 5.1262 -0.1556
Si 3.2297 7.6789 -0.0376
Si 5.7382 -0.237 0.2088
Si 7.4951 3.197 0.0667
Si 5.3623 5.4594 0.4314
Si 7.8415 8.3196 0.0621
Si 1.3046 1.3093 1.3699
Si 3.9908 4.1002 1.691
Si 1.4087 6.7619 1.1979
Si 4.1112 9.4226 1.3543
Si 6.7292 1.452 1.4839
Si 9.4312 4.1338 1.1551
Si 6.8025 6.8539 1.5652
Si 9.4516 9.5745 1.2746
Si -0.1123 2.7386 2.6362
Si 2.7042 -0.0712 2.68
Si 0.0166 8.1775 2.556
Si 2.6026 5.5219 2.8499
Si 5.3732 2.6834 2.906
Si 8.161 0.0536 2.7425
Si 5.4246 8.2046 2.8692
Si 8.2283 5.4427 2.7357
Si 1.2462 4.0812 4.0806
Si 4.0119 1.286 4.1412
Si 1.3396 9.4826 4.0311
Si 4.0393 6.835 4.1722
Si 6.8297 4.0789 4.1083
Si 9.5222 1.3827 4.0982
Si 6.8034 9.591 4.1337
Si 9.5809 6.8346 4.0314
Si 0.0145 -0.008 5.4063
Si 2.6615 2.7176 5.4165
Si -0.0352 5.4651 5.4706
Si 2.6784 8.1903 5.4916
Si 5.4236 0.003 5.5123
Si 8.1596 2.7179 5.4845
Si 5.4424 5.4374 5.4446
Si 8.195 8.1769 5.4017
Si 1.3598 1.3518 6.7884
Si 4.0619 4.0682 6.7767
Si 1.3471 6.7993 6.8401
Si 4.0588 9.5294 6.8443
Si 6.7953 1.3662 6.8509
Si 9.5098 4.0928 6.8324
Si 6.8312 6.8 6.7611
Si 9.5434 9.522 6.7756
Si 0.019 2.7159 8.1416
Si 2.7262 0.0399 8.1866
Si -0.0041 8.1843 8.1791
Si 2.7199 5.4206 8.1694
Si 5.423 2.7455 8.1717
Si 8.191 -0.0274 8.155
Si 5.4476 8.122 8.1103
Si 8.1551 5.4576 8.1792
Si 1.3579 4.0607 9.5413
Si 4.0775 1.4092 9.5567
Si 1.3657 9.5604 9.5244
Si 4.1192 6.7688 9.4964
Si 6.7961 4.088 9.531
Si 9.5913 1.3317 9.49
Si 6.7981 9.4682 9.4549
Si 9.5355 6.8073 9.5369
Si 0.0421 0.0224 10.9409
Si 2.7036 2.7438 10.9677
Si 0.0056 5.4325 10.9024
Si 2.7736 8.1838 10.791
Si 5.4866 -0.0162 10.7817
Si 8.2313 2.699 10.785
Si 5.4262 5.4133 10.9221
Si 8.1268 8.1342 10.8661
Si 1.3672 1.4054 12.3909
Si 4.0761 4.0882 12.3445
Si 1.4683 6.8218 12.1592
Si 4.1071 9.566 12.1367
Si 6.9587 1.254 12.0804
Si 9.5101 4.0261 12.2363
Si 6.8135 6.7438 12.2665
Si 9.4982 9.5088 12.1778
Si 0.0019 2.8249 13.7605
Si 2.8356 0.0224 13.6243
Si -0.1096 8.0089 13.4052
Si 2.7501 5.5729 13.722
Si 5.571 2.5564 13.36
Si 8.2988 0.0265 13.6343
Si 5.4943 8.2456 13.4653
Si 8.085 5.2871 13.6535
Si 0.8654 4.736 14.9067
Si 4.5849 1.0192 14.7889
Si 1.8157 9.5804 15.2263
Si 3.9568 7.2935 14.9081
Si 6.9273 3.609 14.8904
Si 9.3569 1.6127 15.11
Si 6.7387 9.6699 14.8461
Si 9.8757 6.3015 14.7136
Si 18.3705 -11.676 29.5099
Si 0.7565 10.6337 20.3466
Si 28.3232 -0.365 25.3942
Si -8.8747 4.8285 24.9507
Si 21.663 10.647 17.2748
Si 23.7649 -2.9186 24.7853
Si 20.1136 -10.0571 25.5191
Si 30.3985 -0.3136 32.2955
Si 20.7047 -13.7353 28.6703
Si 29.1569 -12.8906 21.6073
Si 25.7672 12.0579 34.5847
Si 37.1955 6.7177 17.7363
Si 1.9313 -1.2531 34.4476
Si 35.7751 -0.6789 30.0138
Si 33.4459 -11.26 31.8362
Si 24.2128 -9.9518 27.5803
Si 16.6687 2.3943 19.6487
Si 40.7223 -2.9541 33.4382
Si 15.669 -7.8261 16.9507
Si 19.993 -19.7708 34.2368
Si 26.7496 -9.6202 23.3952
Si 7.1187 -3.0039 24.5032
Si 20.4943 -4.2984 31.2894
Si 23.7955 -2.7932 21.5458
Si 34.0609 -19.1137 31.7373
Si 4.7816 -13.3675 26.2652
Si 17.0003 -16.3569 19.8658
Si 17.4831 -6.8679 27.6057
Si 39.0164 -7.3324 30.498
Si 4.1679 -9.2227 31.5727
Si -0.7908 12.2378 22.6235
Si 10.8063 4.5397 33.318
Si 41.3879 -3.8727 19.7239
Si 15.0767 -7.8868 25.8456
Si 52.0311 -15.707 26.4786
Si 28.4296 -15.4613 31.3118
Si 14.0291 -9.3828 21.0821
Si 34.9291 -16.9679 17.7242
Si 11.0704 2.6168 29.0214
Si 26.8169 -13.6385 29.2849
Si 40.8888 2.0165 28.9848
Si 22.9835 -7.2958 22.2895
Si -10.2516 5.6086 20.2451
Si -2.1691 19.1235 16.885
Si 21.2906 3.6882 26.4213
Si 0.3433 -1.166 26.618
Si 37.4837 -2.9334 20.3273
Si 29.1943 -20.6439 21.6191
O -6.542 6.5008 -0.4041
O 10.0593 1.0081 -19.8951
O -0.83 12.0341 -1.134
O 38.7303 -1.9793 -15.7057
O 24.0969 -18.9167 -14.9948
O 12.4254 -0.6404 -5.9507
O -0.5277 5.3386 -4.4015
O 12.3234 3.9447 -0.3248
O 5.552 3.3356 -9.7689
O 12.3238 -1.3786 -3.455
O 7.6869 10.4442 -14.449
O -2.8526 9.5486 -2.9787
O -10.2291 -11.9413 -0.9513
O 18.7054 2.8575 -6.0541
O 26.1743 1.7175 -3.2297
O 32.5062 -10.5111 21.5117
O 1.342 10.3339 16.5983
O 3.5128 3.7729 17.6703
O 4.7491 -3.1867 27.7368
O 4.0883 12.7736 16.0795
O 17.9915 5.4552 27.0772
O 31.9892 -15.3895 19.7003
O 9.839 10.5082 26.3936
O 9.4098 -3.9013 16.132
O 33.5579 -6.9639 25.6514
O 7.4455 -2.0375 16.0843
O 31.5811 -1.5021 17.1123
O 14.6052 11.7537 22.4617
O 11.1366 -6.3769 21.3663
O 1.5359 -0.0806 26.7198
O 36.1963 -2.4195 21.1238
O 14.2274 0.0566 28.5901
O 2.1977 11.3457 20.3272
O 13.7419 -2.5291 15.5133
O 3.3995 4.3921 25.6511
O 17.8767 12.2969 20.0865
O 1.9852 8.1577 23.1699
O 7.662 5.8361 20.0396
O 0.4451 -1.9132 14.6215
O 29.2245 -21.1536 28.719
O -1.4764 4.8612 25.998
O 7.5885 -20.9298 25.7068
O 18.4927 -0.3835 31.0631
O 16.5646 -14.2027 25.1862
O 8.7526 12.8507 21.9716
O 11.3426 3.1303 30.5149
O 26.1387 1.816 20.1083
O 23.7667 4.4851 23.3756
O 12.1537 -6.3685 16.4911
O 25.4295 -13.0834 29.9211
O 17.1305 -27.9052 31.5833
O 48.7301 -15.3603 20.7559
O 24.5949 10.9641 34.5633
O 5.9187 -6.7006 29.0657
O 7.5743 -34.1895 24.952
O 38.7598 -12.4278 29.2731
O 8.6313 -2.6939 20.8402
O 6.3842 4.3711 36.0626
O 34.3281 -15.1433 20.9594
O 15.4904 8.008 18.714
O 14.2024 -13.2618 25.5732
O 11.5982 8.7745 25.3611
O 29.9627 -4.0382 25.0959
O 28.8505 -13.8349 22.8948
O 32.469 -7.0676 28.0173
O 38.8866 -20.017 22.5073
O 33.6538 30.871 20.7922
O 27.3522 5.6223 18.3387
O 16.6591 14.8692 16.0185
O 36.019 -9.0256 26.639
O 20.5688 -10.301 23.9843
O 7.7803 2.4506 35.0295
O 21.8693 -0.0304 18.8771
O 19.0335 -4.6638 30.6696
O 5.6224 -11.0121 15.3819
O 15.4162 -19.3263 24.3755
O 46.4486 -8.3156 31.1727
O 32.9246 -8.3821 23.0157
O 32.6895 5.5035 34.6325
O 16.1784 -21.2967 35.2039
O 30.4415 -20.6351 32.9608
O 14.8407 0.1253 31.1404
O 24.7483 -4.6277 17.7022
O 19.1539 -3.2217 18.3202
O 4.9215 -3.9437 16.1917
O 20.6761 -9.2619 29.0639
O 11.8582 1.1856 32.2868
O 8.1135 -8.2552 15.5281
O 20.2582 -3.3299 32.568
O 16.8547 14.7656 20.2807
O 10.0966 -11.5648 31.7268
O 6.7885 -1.3764 36.0766
O 44.8455 -7.1199 32.9118
O 45.3539 -4.4816 25.1473
O 20.0676 -3.8915 27.601
O 38.4433 2.4447 18.0487
O 20.6628 14.2487 33.6976
O 23.2566 -9.0212 28.473
O 27.312 -22.8066 26.4934
O 28.5705 -25.4774 32.6937
O 52.2406 -23.5375 29.0735
O 5.4977 -0.0092 24.216
O 32.8301 -23.8526 27.9544
O 55.8094 -6.1094 19.062
O -2.7221 -3.3412 35.0131
O 31.6215 -8.6568 26.0204
O -7.3952 2.4284 35.4423
O 10.3589 29.0599 30.0231
O 27.3934 -14.8088 30.2501
O 2.742 8.3118 34.9016
O 38.0868 -8.5818 30.8434
O 29.6401 -18.7589 27.7608

Results
free energy: -155991.892 eV
free energy less fixed offsets of O -570.45, Si -639.56 eV per atom: -4.852 eV

Forces (eV/angstrom), in the order of the atoms: element, x, y, z
Si 0.0001 -0.0029 0.0117
Si -0.0051 0.0023 0.0105
Si 0.0012 -0.0006 0.0125
Si -0.0016 -0.0001 0.008
Si 0.001 -0.0018 0.0091
Si 0.0025 0.0003 0.0077
Si -0.0006 0.0007 0.0054
Si -0.0019 0.0037 0.0101
Si -0.002 -0.0004 -0.0024
Si -0.0016 -0.0012 -0.0022
Si -0.001 0.0007 -0.0032
Si 0.0006 -0.0008 -0.0007
Si -0.0012 -0.0005 -0.0028
Si -0.0013 0.0009 0.001
Si 0.0004 0.0006 -0.0027
Si 0.0012 0.0012 -0.0014
Si -0.0003 -0.0021 0.0011
Si -0.001 -0.0001 0.0021
Si -0.0011 -0.0013 0.0018
Si -0.0011 0.0003 0.0025
Si 0.0011 -0.0011 0.0001
Si 0.0002 -0.0001 0.0013
Si -0.0012 0.0015 0.0016
Si 0.001 -0.0003 0.0003
Si -0.0012 0.0005 0.0022
Si 0.0001 -0.0005 -0.0011
Si 0.0004 -0.0008 -0.0003
Si -0.0006 0.0006 0.0017
Si 0.0004 -0.0008 0.0001
Si -0.0002 0.001 -0.0005
Si -0.0011 -0.0004 -0.0006
Si 0.0002 -0.0013 0.0004
Si 0.0006 -0.0001 0.0008
Si -0.0013 -0.0009 0.0015
Si -0.0007 0.0001 0.0004
Si -0.001 0.0006 0.0012
Si -0.0004 -0.0005 0.0014
Si -0.0005 -0.001 0.0011
Si 0 -0.0005 0.0008
Si 0.0003 -0.0004 0.0004
Si -0.0005 -0.0004 0.0004
Si 0 -0.0003 0.0002
Si -0.0004 -0.0003 0.0005
Si -0.0003 -0.0005 0.0006
Si -0.0003 -0.0006 0.0006
Si 0.0002 -0.0002 0.0005
Si 0 -0.0001 0.0007
Si -0.0004 -0.0004 0.0004
Si 0 -0.0005 0.0002
Si 0.0005 0.0003 0.0013
Si 0.0004 -0.0002 0.0009
Si -0.0011 -0.0002 0.001
Si -0.0001 -0.0001 0.001
Si -0.0001 0 0.0007
Si -0.0006 0.0003 0.0008
Si -0.0004 0.0002 0.0015
Si 0.0002 0.0001 0.0004
Si -0.0004 -0.0011 0.0002
Si -0.0003 0.0009 0.0009
Si 0.0003 -0.0005 0.0007
Si -0.0004 -0.0005 0.0009
Si -0.0004 -0.0013 0.0003
Si -0.0004 0.0008 -0.0004
Si -0.0007 0 0.0002
Si -0.002 0.0004 0.0006
Si 0.0004 0 0.0005
Si -0.0007 -0.0007 0.0004
Si -0.0004 0.0001 -0.001
Si -0.0019 0.0001 -0.0008
Si 0.0001 0.0006 -0.0007
Si -0.0009 -0.0008 0.0006
Si 0.0017 -0.0014 0.0005
Si -0.0009 0.0001 0.0008
Si -0.0001 0.0004 0.0015
Si 0.0001 -0.0001 0.0022
Si -0.0004 0.001 0.002
Si -0.0005 -0.0001 0.001
Si 0.0007 -0.0004 0.0007
Si 0.0003 -0.0009 0.0022
Si 0.0012 0.0029 0
Si 0.0004 0.0011 0.0002
Si 0.0021 -0.0013 -0.0024
Si 0.0023 0.001 0.0087
Si -0.0011 0.0008 -0.0013
Si 0.0023 -0.0023 -0.0031
Si -0.002 0.0019 -0.002
Si 0.0004 0.0019 -0.0014
Si 0.0003 0.0007 -0.0004
Si 0.003 -0.0005 0.02
Si -0.0034 0.0022 0.0146
Si -0.0033 0.0027 0.0169
Si 0.0011 0.0039 0.0206
Si -0.0044 -0.0022 0.0132
Si 0.0023 -0.0026 0.0153
Si 0.0009 -0.0022 0.0129
Si -0.0005 0.0052 0.0134
Si -0.0012 -0.0022 -0.0122
Si -0.002 -0.0002 0.003
Si 0.0012 0.0011 -0.01
Si 0.0027 0.0016 -0.015
Si 0.0054 0.0029 0.0266
Si 0.0012 -0.0004 -0.0293
Si 0.0015 -0.001 -0.0132
Si -0.0019 -0.0003 0.0014
Si 0.0013 0.0016 -0.0145
Si 0.0016 0 -0.0018
Si -0.0002 -0.0059 0.0144
Si 0.0051 -0.0007 0.0211
Si 0.0062 -0.0016 0.0144
Si 0.0023 -0.0041 -0.0097
Si 0.0052 -0.0014 -0.0015
Si 0.0006 0.0035 -0.0071
Si 0.0042 0.0013 0.0016
Si -0.0006 0.0022 0.0082
Si -0.0014 0.0006 0.0194
Si -0.0016 0.0025 0.0102
Si 0.0031 0 -0.0111
Si -0.0012 0.002 -0.0197
Si -0.0012 0.0013 -0.0056
Si 0.0005 0.0012 -0.02
Si 0.0012 0.0026 -0.0012
Si 0.0003 0.0001 -0.0126
Si 0.0007 0.0003 0.0032
Si -0.0022 0.0003 -0.0133
Si 0.0027 0.0031 -0.0092
Si -0.0013 -0.001 0.004
Si -0.0004 -0.003 -0.0089
Si -0.0002 0 0.0059
Si -0.0001 -0.0008 0.0096
Si 0.001 -0.0005 -0.0134
Si 0 -0.0005 -0.0113
Si -0.0016 0.0003 -0.0063
Si 0.0002 -0.0011 -0.0012
Si 0.0005 -0.0016 0.0176
Si 0.0018 -0.002 -0.0148
Si -0.0006 0.001 -0.0095
Si 0.0007 -0.0007 -0.0105
Si 0.0003 -0.0009 -0.0077
Si -0.001 0.0017 0.0037
Si -0.003 -0.0029 0.0218
Si -0.0002 -0.0043 -0.0092
Si -0.003 -0.0006 -0.0082
Si -0.0021 -0.0028 -0.0071
Si 0.0002 0.0004 -0.0037
O -0.0001 0.0005 -0.0034
O -0.0062 0.0055 -0.0167
O -0.0033 0.0041 -0.0085
O 0.0013 0.0035 0
O 0.0012 -0.0002 0.001
O -0.0013 -0.0009 0.0031
O 0.0001 0.0017 0.0001
O 0.0001 -0.0012 -0.0012
O 0.0032 0.0032 0.0118
O 0.0006 -0.0013 -0.0082
O 0.0004 0.0004 0.0008
O 0.0012 0.0034 -0.0065
O -0.0017 -0.0039 -0.0055
O 0.0006 0.0019 0.0069
O 0.0008 0.0047 0.0024
O -0.0009 0.001 0.0029
O 0.0045 -0.0031 -0.0137
O 0.0019 -0.0027 -0.0095
O 0 -0.0013 0.0077
O 0.0008 -0.0069 -0.0141
O -0.0014 -0.0015 0.0037
O 0.0006 0.0001 -0.0035
O 0.0044 -0.003 0.0053
O 0.0066 -0.01 -0.0203
O -0.0035 -0.0011 0.0062
O -0.0071 0.0038 -0.0145
O -0.0024 -0.003 -0.0123
O 0.0004 0.0006 0.0034
O 0.0013 -0.0009 0.0017
O 0.0023 0.0033 0.0052
O 0.0004 -0.0001 -0.0007
O 0.0016 -0.0002 0.0068
O 0.0038 -0.0012 0.0031
O -0.0016 -0.0044 -0.0116
O 0.0011 -0.0018 0.0043
O -0.0005 0.0016 -0.0007
O 0.002 0.0004 -0.0108
O 0.0011 0.0002 0.0004
O -0.0043 -0.0071 -0.0128
O 0.0014 -0.0008 0.0036
O -0.0011 0.0004 0.005
O 0.0026 -0.0007 0.0026
O 0.0029 0.0013 0.0063
O -0.0015 0.001 0.0051
O 0.0013 -0.0004 0.0038
O 0.0014 0.0008 0.0055
O -0.0027 -0.0032 -0.0008
O 0.0016 0.0017 0.0068
O -0.0058 0.0013 -0.0232
O -0.0024 0.0047 0.0048
O -0.0007 0.0017 0.0067
O 0.0002 0.0011 -0.0004
O -0.0005 0.0036 0.0082
O -0.001 -0.0003 0.0072
O 0.0001 0.0016 0.0032
O 0.0028 0.0013 0.0054
O -0.0007 0.0004 0
O 0.0002 -0.0005 -0.0012
O 0.0002 -0.0012 -0.0003
O 0.0012 -0.0015 -0.0096
O 0.0022 0.0032 0.0039
O -0.0009 0.0016 0.0066
O 0.0025 -0.0045 0.0082
O 0.0015 0.0009 0.0052
O 0.0033 -0.0014 0.0093
O -0.0035 -0.0012 0.0019
O -0.0015 0.0009 0.0007
O -0.0032 0.0036 -0.0048
O 0.0083 0.0016 -0.0129
O -0.0031 -0.0047 0.0078
O 0.0015 0.0007 0.0063
O 0.0026 -0.0031 -0.0112
O -0.0011 0.0006 -0.0084
O 0.0003 -0.0016 0.003
O 0.0003 -0.0003 -0.0055
O 0.0015 0.0024 0.0079
O 0.0006 0.0026 0.0013
O 0.0007 0.0012 0.0042
O -0.0011 -0.0007 -0.0136
O -0.0048 0.0026 -0.0101
O -0.0002 -0.0026 -0.0034
O 0.0001 0.0007 0.0062
O -0.0051 0.005 -0.0031
O 0.001 0.0032 -0.0114
O -0.0056 0.009 -0.0245
O 0.0006 0 0.0043
O 0.0016 0.0004 0.0028
O 0 0.0011 -0.0092
O 0.0009 0.0005 0.0004
O -0.0002 -0.0006 -0.0012
O 0.0018 0.0002 0.0029
O -0.0014 0.0002 -0.0011
O 0.0009 -0.001 -0.0019
O 0.0007 -0.0012 0.0029
O 0.001 0.0021 0.0065
O -0.0024 0.0024 -0.0114
O 0.0004 -0.0004 -0.0019
O -0.0027 0.0003 0.0007
O -0.0004 0.0009 0.0039
O -0.0017 0.0005 0.0004
O -0.0008 0.0005 0.0047
O 0.003 -0.0009 0.0025
O -0.0014 -0.0009 0.0033
O 0.0032 -0.0023 -0.0071
O 0.0018 -0.0046 -0.0123
O 0.0032 0.0054 0.0051
O 0.0051 0.0013 -0.0074
O 0.002 -0.0012 0.0045
O 0.0014 -0.0023 0.0039
O -0.0038 0.004 -0.0072
O -0.0018 -0.0044 0.0044
O 0.0014 -0.002 0.0056

The program warned: the cutoff lies below the one the program advises for these potential files; the forces do not sum to zero within the program's tolerance; empty levels may hold ghost states of the PAW files; the exchange-correlation potential is rough where the density is thin.
